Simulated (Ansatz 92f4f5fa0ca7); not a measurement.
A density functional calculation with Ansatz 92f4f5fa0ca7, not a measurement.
Periodic cell of 208 atoms, Si128O80, from a study of silicon, its oxide and their interface. The atomic structure is a simulated model.
Doubt: the cutoff is far below the 930 eV that the study's wrapper takes by default for these files, so forces and energies are approximate.
This geometry differs little from another in the collection (a relaxation step or a small displacement).

Settings
functional: PBE
potential files: Ansatz PAW
basis: plane waves
wave-function cutoff: 580 eV
density cutoff ratio: 5
exchange-correlation grid ratio: 1
k mesh: 1 x 1 x 1, Gamma-centred
self-consistency stop: 5e-08 eV per atom in the density residual
occupations: fixed
spin: none
net charge: 0

Cell vectors (angstrom)
a, 10.938, 0, 0
b, 0, 10.938, 0
c, -3.0147, -3.1323, 30.7712

Atoms and the computed forces on them: element, x, y, z (angstrom), force x, y, z (eV/angstrom)
Si, -1.757, -4.2727, 23.401, 0.0108, -0.0284, 0.0306
Si, 0.7319, -1.5149, 23.2917, 0.0367, -0.0068, 0.054
Si, -1.4854, 0.7429, 23.3767, -0.0053, 0.0297, 0.0054
Si, 1.3841, -7.4169, 23.2666, -0.0362, 0.007, 0.0098
Si, -6.8582, -4.806, 23.3869, -0.0082, 0.0212, 0.0317
Si, -4.0837, -2.1256, 23.2986, -0.0119, 0.0122, 0.0191
Si, 3.6607, 1.3027, 23.161, 0.0085, -0.0308, 0.0379
Si, -4.6073, -7.0143, 23.3116, 0.0389, -0.0121, 0.0236
Si, -0.2633, -3.0856, 24.7279, 0.0137, -0.0086, -0.0112
Si, 2.491, -0.3792, 24.4448, 0.0029, -0.0114, -0.0066
Si, -0.2462, -8.585, 24.5711, -0.0175, 0.02, 0.0093
Si, 2.4842, -5.9087, 24.6869, -0.0142, 0.0239, 0.0018
Si, -5.7196, -3.1712, 24.6326, -0.0172, 0.0179, -0.0068
Si, -3.0454, -0.4493, 24.6334, -0.0246, 0.0126, 0.0011
Si, 5.1837, 2.3515, 24.6272, 0.0111, -0.0233, -0.0084
Si, -2.9767, -5.8901, 24.6081, 0.0092, -0.0096, -0.0005
Si, -1.67, -1.7536, 26.0454, 0.0009, -0.0037, 0.0291
Si, 1.1237, 0.9538, 25.9371, 0.0091, -0.0065, 0.0125
Si, -1.6217, -7.2538, 25.9695, 0.0053, -0.0058, 0.0067
Si, 1.108, -4.5066, 26.002, 0.0018, -0.0098, 0.0114
Si, 3.8145, -1.7499, 25.9206, 0.0046, -0.0048, 0.0103
Si, 6.5463, 0.9589, 25.9708, 0.0038, 0.0053, 0.0166
Si, 3.8385, 3.6811, 26.0392, -0.0023, 0.0024, 0.0289
Si, -4.3515, -4.5283, 26.0027, -0.0025, 0.0001, 0.0227
Si, -3.0147, -3.1323, 27.353, -0.0804, -0.1589, 0.3598
Si, -0.2802, -0.3978, 27.353, 0.1952, 0.2316, -0.0006
Si, -3.0147, -8.6013, 27.353, 0.0458, -0.0902, -0.1815
Si, -0.2802, -5.8668, 27.353, -0.0307, -0.024, -0.023
Si, 2.4543, -3.1323, 27.353, 0.1925, 0.172, -0.1431
Si, 5.1888, -0.3978, 27.353, -0.1785, -0.0445, -0.2026
Si, 2.4543, 2.3367, 27.353, -0.0794, -0.2825, 0.1356
Si, 5.1888, -5.8668, 27.353, 0.1589, -0.0092, 0.2605
Si, 1.3673, -1.3673, 3.418, 0.3246, 0.0615, -0.1011
Si, 4.1018, 1.3673, 3.418, -0.19, -0.1812, 0.4208
Si, 1.3673, 4.1018, 3.418, -0.0471, 0.0867, -0.6504
Si, 4.1018, -4.1018, 3.418, -0.1227, 0.1147, -0.119
Si, 6.8362, -1.3673, 3.418, -0.006, 0.0343, -0.016
Si, -1.3673, 1.3673, 3.418, -0.1304, -0.0574, -0.107
Si, 6.8362, 4.1018, 3.418, 0.0903, 0.1254, 0.1711
Si, -1.3673, -4.1018, 3.418, -0.1508, 0.0622, 0.1689
Si, 2.6964, -0.0127, 4.8631, -0.0039, 0.0003, -0.0085
Si, 5.4765, 2.7274, 4.7937, 0.0039, 0.0083, -0.0041
Si, 2.6921, 5.4741, 4.7416, 0.0403, -0.0075, -0.0168
Si, 5.4251, -2.6924, 4.7785, 0.0318, -0.0043, -0.0054
Si, -2.7376, -0.0065, 4.7966, -0.0007, -0.0153, 0.008
Si, -0.0272, 2.7889, 4.721, 0.0115, -0.0213, -0.0258
Si, 8.1316, 5.5489, 4.8273, 0.0061, -0.0064, -0.0104
Si, 0.0922, -2.7849, 4.7531, 0.0057, 0.0008, 0.0027
Si, 1.3521, 1.5165, 6.1168, -0.02, 0.0051, 0.0222
Si, 4.0678, 4.1288, 6.0716, -0.0716, -0.02, 0.0563
Si, 1.3949, -4.149, 6.2205, -0.0125, 0.0198, -0.018
Si, 4.04, -1.445, 6.2446, -0.0079, 0.0025, -0.0016
Si, -4.134, 1.3373, 6.1821, 0.0044, -0.0026, -0.0133
Si, -1.3559, 4.1825, 6.0691, -0.0315, 0.007, -0.0117
Si, 6.5914, -4.1511, 6.2148, -0.0252, 0.0245, 0.0361
Si, -1.2798, -1.4349, 6.0409, -0.0414, -0.0027, -0.0397
Si, -0.1226, 0.846, 7.7932, 0.0145, 0.0096, -0.0241
Si, 2.537, 3.0135, 7.4026, 0.0799, 0.0316, -0.1627
Si, 0.2285, -5.7571, 7.5265, -0.0093, -0.0008, 0.0228
Si, 3.165, -3.2958, 7.523, 0.0047, -0.0029, 0.0075
Si, 5.6063, -0.2364, 7.5274, 0.0103, 0.0019, -0.01
Si, -2.6037, 2.7113, 7.3446, -0.0018, -0.0106, 0.0047
Si, 4.8496, 5.8479, 7.4066, 0.0032, -0.0004, -0.0697
Si, -3.3753, -2.7446, 7.8167, -0.0214, -0.0244, -0.0567
Si, -1.6475, -4.4995, 28.7202, -0.0396, 0.0339, 0.0039
Si, 1.087, -1.765, 28.7202, -0.0227, 0.0367, -0.0185
Si, -1.6475, -9.9685, 28.7202, 0.0635, 0.0316, -0.0167
Si, 1.087, -7.234, 28.7202, -0.0123, -0.034, -0.0149
Si, 3.8215, -4.4995, 28.7202, 0.0854, 0.0406, -0.0207
Si, 6.556, -1.765, 28.7202, -0.0289, -0.076, -0.0242
Si, 3.8215, 0.9695, 28.7202, -0.0702, -0.0038, -0.002
Si, 6.556, 3.704, 28.7202, -0.0342, 0.0627, 0.0024
Si, -0.2802, -3.1323, 30.0875, 0.0115, -0.0428, -0.0171
Si, 2.4543, -0.3978, 30.0875, 0.0434, -0.0017, -0.0252
Si, -0.2802, -8.6013, 30.0875, -0.0551, 0.002, 0.0122
Si, 2.4543, -5.8668, 30.0875, 0.0006, 0.0426, -0.0188
Si, 5.1888, -3.1323, 30.0875, 0.0009, 0.0166, -0.0014
Si, -3.0147, -0.3978, 30.0875, -0.0144, -0.0019, -0.0244
Si, 5.1888, 2.3367, 30.0875, 0.026, -0.0552, -0.0252
Si, -3.0147, -5.8668, 30.0875, 0.0535, -0.0377, -0.0183
Si, 1.3673, 1.3673, 0.6835, 0.0122, -0.0069, 0.0122
Si, 4.1018, 4.1018, 0.6835, 0.0381, -0.0285, 0.0065
Si, 1.3673, -4.1018, 0.6835, -0.0548, 0.0878, 0.0252
Si, 4.1018, -1.3673, 0.6835, -0.0305, -0.024, 0.0029
Si, 6.8362, 1.3673, 0.6835, -0.057, 0.0384, 0.0168
Si, -1.3673, 4.1018, 0.6835, 0.0074, 0.0298, 0.0082
Si, 6.8362, -4.1018, 0.6835, 0.0242, -0.022, 0.0187
Si, 9.5708, -1.3673, 0.6835, -0.0203, 0.0195, -0.0012
Si, 0, 0, 2.0507, -0.0406, -0.0171, 0.0252
Si, 2.7345, 2.7345, 2.0507, -0.0809, 0.0008, 0.0186
Si, 0, -5.469, 2.0507, -0.0442, -0.1558, -0.0298
Si, 2.7345, -2.7345, 2.0507, 0.1052, 0.0775, -0.0563
Si, 5.469, 0, 2.0507, 0.0451, -0.0419, 0.0072
Si, 8.2035, 2.7345, 2.0507, 0.0447, -0.022, -0.0062
Si, 5.469, 5.469, 2.0507, -0.0306, -0.0317, 0.0296
Si, 8.2035, -2.7345, 2.0507, 0.0664, 0.0632, 0.0097
Si, -1.817, 2.0249, 18.5063, -0.0111, 0.0062, -0.008
Si, 3.0701, -6.3038, 18.3208, -0.0007, 0.0077, -0.0085
Si, -4.9827, -2.1351, 20.2736, -0.0184, 0.0016, 0.0068
Si, -0.7022, 3.9936, 12.8236, -0.0028, 0.0044, 0.0084
Si, 3.1169, -1.9322, 14.6526, 0.0066, 0.0042, 0.0011
Si, -2.0573, -2.9059, 15.3769, -0.0088, 0.0019, -0.0025
Si, 3.5095, 2.0458, 12.59, 0.0023, -0.0098, -0.0018
Si, 2.4539, -2.9927, 9.7723, -0.0085, 0.0121, 0.0204
Si, 4.3203, 1.8615, 17.8851, -0.0048, -0.005, -0.0084
Si, 0.0469, -6.3998, 18.249, -0.0065, 0.0105, 0.0019
Si, 3.5739, -4.1488, 20.431, 0.0028, 0.0142, 0.0014
Si, 0.0836, -4.8825, 10.4929, -0.0086, 0.0066, -0.0026
Si, 0.5051, 1.1289, 12.9538, 0.0064, -0.0114, 0.0059
Si, 1.7387, -1.871, 20.4741, 0.003, -0.0047, 0.0057
Si, 4.4165, 4.8583, 13.2295, 0.0097, 0.0047, 0.0072
Si, 4.7001, 0.7649, 15.128, -0.0073, -0.0055, -0.0114
Si, 4.223, -3.1021, 12.1664, 0.0001, 0.0027, 0.0013
Si, 4.3562, 1.6956, 9.6488, 0.0168, 0.0068, 0.0093
Si, -0.4487, -6.0281, 21.2179, 0.0045, -0.0103, 0.0029
Si, -0.0124, -5.2392, 15.3078, 0.0001, -0.0046, 0.0017
Si, 4.0456, 0.1688, 20.3634, 0.0077, 0.0047, 0.014
Si, -2.966, -2.0001, 17.9935, 0.0016, -0.0016, -0.0115
Si, -2.7203, -8.2987, 21.2523, 0.0068, 0.007, 0.0092
Si, 7.2221, -2.8778, 12.8259, 0.0006, 0.0032, 0.0095
Si, 3.0228, -4.7356, 15.6162, 0.0016, -0.0009, 0.0057
Si, 0.257, -0.6824, 15.4325, 0.0041, 0.0017, -0.0009
Si, -4.0219, 0.7343, 16.9988, -0.0014, 0.0027, -0.0047
Si, 0.3644, -0.5856, 10.3023, 0.0091, 0.0138, 0.0062
Si, -0.2488, -0.4454, 18.4303, 0.0108, -0.0022, -0.0116
Si, -1.94, -2.5488, 10.5036, -0.0061, -0.0126, -0.0019
Si, 6.3906, 4.107, 9.4557, -0.0132, -0.008, 0.0005
Si, 7.2855, 4.906, 12.3817, -0.0022, -0.0048, -0.0043
O, 0.9201, -6.6069, 21.8988, -0.0067, 0.0148, -0.012
O, -3.8971, -0.8441, 17.3363, 0.0044, 0.004, 0.0056
O, 5.2196, -5.8829, 22.8535, -0.0036, -0.0048, -0.0268
O, -0.9128, -3.7059, 11.0114, 0.0031, -0.0012, -0.0073
O, -0.1392, 4.409, 14.3108, 0.0029, 0.0052, 0.0079
O, -0.3573, -11.283, 22.8684, -0.0085, 0.0093, -0.0253
O, -0.4151, -5.3396, 8.9931, -0.0025, 0.0153, 0.0228
O, 4.4634, 0.973, 21.7372, 0.0169, -0.0125, -0.041
O, 0.5702, 0.6601, 9.268, -0.0051, -0.0262, 0.0086
O, 3.828, 1.3836, 16.3892, 0.0011, -0.0011, -0.002
O, -5.0386, 1.5005, 18.0145, 0.0013, -0.0027, 0.0055
O, 0.3827, -0.1349, 16.9608, -0.0018, -0.004, -0.003
O, 4.9281, 0.3543, 8.9143, -0.0156, 0.0103, 0.0211
O, -0.2395, -5.5996, 19.6541, 0.0037, -0.0004, -0.0153
O, -0.4881, 10.2981, 7.2311, 0.0192, 0.0072, 0.0395
O, -1.4805, 1.7363, 8.0761, -0.0066, -0.0023, 0.0045
O, 3.5487, 1.1405, 19.1422, -0.0016, 0.01, -0.0015
O, 5.4179, 5.2857, 8.8739, 0.0224, -0.0178, 0.0534
O, 2.0539, 1.5781, 13.1024, -0.0047, 0.0006, -0.0084
O, 6.7701, -1.3132, 7.9854, 0.0166, 0.0062, 0.0155
O, 8.9211, -2.6127, 6.9126, 0.021, 0.003, 0.0068
O, 5.6666, -2.4797, 12.5809, -0.0003, -0.0063, -0.007
O, 8.1263, -2.0271, 11.7749, -0.0099, 0.0011, 0.009
O, 5.2067, -0.7881, 19.7232, 0.0031, -0.0094, 0.0156
O, -1.5088, -1.4489, 18.3999, -0.0067, -0.0005, 0.0076
O, -0.0038, 4.8676, 11.6148, -0.0036, -0.0123, 0.0021
O, 7.4849, -4.4448, 12.5577, -0.0016, 0.0055, -0.0067
O, 4.5672, 1.5857, 13.7362, 0.0033, -0.0124, 0.0163
O, 3.1573, 2.3251, 8.7542, 0.0124, -0.0314, 0.0814
O, 1.6145, -1.4929, 15.0638, -0.0126, 0.0071, 0.0035
O, -0.1449, -5.4938, 16.9149, 0.0006, -0.0011, -0.0053
O, 3.1201, -5.1569, 17.1735, -0.0025, 0.0022, -0.0041
O, -2.7195, -3.157, 16.8606, 0.0039, -0.0029, 0.0001
O, -1.5341, -7.2119, 21.3845, -0.0027, -0.0011, 0.0095
O, -4.0789, -7.6845, 21.8973, 0.0016, -0.0105, -0.0133
O, -1.2063, -4.2101, 14.8945, -0.0012, -0.0016, 0.0014
O, -2.9163, -3.16, 9.336, 0.0227, 0.0148, 0.0281
O, 4.1989, -0.7613, 14.9213, 0.0008, 0.0119, -0.0004
O, 3.8628, -2.8375, 10.6025, -0.001, -0.0012, 0.0027
O, 1.0003, -2.2884, 21.8613, 0.008, -0.0116, -0.048
O, 3.478, -5.6104, 19.7355, -0.0001, -0.0118, 0.003
O, -4.6416, 0.8379, 15.4938, 0.0002, 0.0008, -0.0025
O, -1.0835, -1.2698, 9.9821, 0.0007, -0.0036, -0.0094
O, 3.8743, -5.8301, 14.7489, 0.0001, 0.0012, 0.0003
O, 5.9973, 4.4302, 13.267, -0.015, 0.0027, -0.0024
O, 2.8544, -0.7808, 20.9166, -0.0096, -0.0059, -0.0034
O, 2.3979, -3.2015, 19.807, 0.0025, 0.0002, 0.0113
O, -1.0487, -1.638, 15.3727, 0.0043, 0.001, 0.0019
O, -0.9928, -4.7324, 22.0201, 0.0111, -0.0019, -0.0177
O, 0.0275, 0.5506, 14.3986, -0.0006, -0.0082, 0.0068
O, 4.2207, -4.7156, 12.3736, 0.0006, -0.0042, 0.0007
O, 0.3808, -0.0433, 11.8324, -0.0016, 0.0116, 0.0112
O, 3.6358, -3.23, 15.5018, -0.0003, 0.0013, -0.0016
O, 1.4019, -6.8516, 7.9345, -0.0081, 0.0099, 0.0266
O, -2.5643, 1.4457, 17.1712, -0.0024, -0.0044, 0.0059
O, -2.9064, -3.2067, 22.9181, -0.0046, 0.0022, -0.0219
O, 5.5557, 2.7676, 9.8078, 0.0013, 0.0056, -0.0185
O, 5.0287, -3.4692, 20.1764, 0.0077, 0.011, 0.0134
O, -0.7118, 0.9715, 19.0843, -0.0013, -0.0059, 0.0081
O, 3.0888, -2.3511, 13.0709, 0.0023, -0.0003, 0.0027
O, -3.691, -2.5122, 19.3549, 0.002, -0.0015, 0.0086
O, 1.5753, -6.9685, 18.3399, 0.0042, -0.004, 0.0087
O, -2.9245, -8.631, 19.6752, 0.0045, -0.0085, -0.0167
O, 17.2325, 20.162, 21.8132, -0.0123, -0.0032, -0.0404
O, 1.6164, -4.3026, 10.3501, 0.0003, -0.0066, -0.0029
O, -1.0398, -7.5755, 18.0736, 0.0039, -0.0038, 0.0098
O, 7.6579, -2.5654, 14.3576, 0.0053, -0.0007, 0.0047
O, 1.5616, -1.653, 10.0418, 0.0031, -0.0046, -0.0106
O, 4.1383, -7.4738, 18.009, 0.0038, -0.0049, 0.0104
O, -2.3211, 4.1326, 12.8685, 0.0063, -0.0009, -0.006
O, 7.0863, 4.6372, 10.8014, 0.0115, 0.0067, 0.0181
O, 7.5672, 3.7059, 8.4067, -0.0103, 0.0117, 0.0096
O, 3.576, 3.675, 12.4816, -0.0005, 0.0034, -0.004
O, 0.8376, -1.1707, 19.3549, -0.0089, 0.0041, 0.0024
O, 2.4723, -8.5513, 22.7561, -0.0009, 0.0081, -0.0189
O, -0.3871, 2.4222, 12.5533, 0.0012, -0.0015, -0.0089
O, 3.8208, 1.3427, 11.1471, -0.0095, 0.003, 0.023
O, 3.3278, -4.2458, 22.0382, -0.011, 0.0097, -0.0344
O, -2.2774, 1.2869, 22.0391, -0.0057, 0.0001, -0.0048
O, 1.4857, -4.6403, 15.0701, -0.0015, -0.0037, 0.0008

Results
free energy: -126873.070 eV
free energy less fixed offsets of O -568.88, Si -635.61 eV per atom: -4.590 eV

The program warned: the cutoff lies below the one the program advises for these potential files; the exchange-correlation potential is rough where the density is thin.
